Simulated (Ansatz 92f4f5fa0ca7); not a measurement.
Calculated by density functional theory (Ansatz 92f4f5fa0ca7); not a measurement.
Periodic cell of 223 atoms, Si133O90, from a study of silicon, its oxide and their interface. The atomic structure is a simulated model.

Settings
functional: PBE
potential files: Ansatz PAW
basis: plane waves
wave-function cutoff: 700 eV
density cutoff ratio: 5
exchange-correlation grid ratio: 1
k mesh: 2 x 2 x 1, shifted by 0.5 0.5 0.5 of a step
self-consistency stop: 5e-08 eV per atom in the density residual
occupations: fixed
spin: none
net charge: 0

Cell vectors (angstrom)
a, 10.938, 0, 0
b, 0, 10.938, 0
c, 0, 0, 32.5251

Atoms and the computed forces on them: element, x, y, z (angstrom), force x, y, z (eV/angstrom)
Si, 0.2915, -0.1696, 25.1221, 0.0576, 0.0227, -0.0396
Si, 5.2873, 0.2634, 25.1531, -0.0032, 0.0131, -0.0314
Si, 2.8818, 2.3089, 25.0016, -0.0051, -0.0531, -0.0329
Si, 8.0986, 3.1863, 25.0238, -0.0253, 0.0123, -0.0366
Si, -0.1176, 5.9226, 25.0206, 0.0007, 0.0327, -0.0362
Si, 5.651, 5.2746, 25.0836, 0.0491, 0.0071, -0.0422
Si, 2.4129, 8.4315, 25.0641, -0.0438, -0.0014, -0.0466
Si, 8.2824, 7.845, 25.0016, -0.0216, -0.0464, -0.0394
Si, 1.4347, 1.2768, 26.5421, -0.0018, 0.0295, -0.0186
Si, 6.9129, 1.4811, 26.32, 0.0134, -0.0173, -0.0183
Si, 3.9575, 4.0995, 26.2308, -0.0054, -0.0095, 0.0433
Si, 9.7304, 4.2056, 26.3317, 0.0042, 0.0091, 0.0287
Si, 1.3019, 6.9932, 26.5242, -0.0062, -0.0465, -0.0037
Si, 6.8376, 6.7641, 26.4764, -0.0275, 0.0153, -0.0122
Si, 4.1148, 9.5437, 26.3355, -0.0419, -0.009, 0.0175
Si, 9.4646, 9.5935, 26.2055, 0.0173, -0.0191, 0.019
Si, 2.8045, -0.0823, 27.8163, 0.0075, 0.0056, -0.0117
Si, 8.1852, 0.0243, 27.6843, 0.0027, -0.0019, 0.0237
Si, 0.0255, 2.7354, 27.7393, -0.0159, 0.0251, -0.0133
Si, 5.43, 2.7924, 27.684, 0.0061, -0.0173, 0.0017
Si, 2.6927, 5.4857, 27.711, 0.0301, -0.0248, -0.006
Si, 8.2613, 5.4267, 27.7772, 0.0035, 0.0089, -0.0044
Si, -0.125, 8.3227, 27.7678, -0.0033, -0.0007, -0.0046
Si, 5.4702, 8.1976, 27.7397, -0.0079, 0.0106, -0.0065
Si, 4.1018, 1.3673, 29.1069, 0.4287, 0.1077, 0.0267
Si, 9.5708, 1.3673, 29.1069, -0.064, -0.0432, -0.2804
Si, 1.3673, 4.1018, 29.1069, 0.0364, 0.0942, 0.0311
Si, 6.8362, 4.1018, 29.1069, -0.117, -0.1493, -0.0299
Si, 4.1018, 6.8362, 29.1069, -0.0734, -0.1531, -0.1747
Si, 9.5708, 6.8362, 29.1069, -0.1092, 0.2314, 0.2972
Si, 1.3673, 9.5708, 29.1069, -0.3103, -0.0181, 0.4127
Si, 6.8362, 9.5708, 29.1069, 0.0328, 0.1807, -0.2353
Si, 0, 0, 30.4741, 0.1656, 0.0586, 0.018
Si, 5.469, 0, 30.4741, 0.081, 0.1241, 0.0098
Si, 2.7345, 2.7345, 30.4741, -0.0018, 0.0045, -0.0267
Si, 8.2035, 2.7345, 30.4741, -0.1372, -0.0934, -0.0273
Si, 0, 5.469, 30.4741, 0.073, 0.0627, -0.0099
Si, 5.469, 5.469, 30.4741, 0.0806, 0.0502, -0.0205
Si, 2.7345, 8.2035, 30.4741, -0.1683, -0.1233, -0.0077
Si, 8.2035, 8.2035, 30.4741, -0.0027, -0.1028, 0.0147
Si, 1.3673, 1.3673, 31.8414, -0.0817, 0.0082, 0.0245
Si, 6.8362, 1.3673, 31.8414, 0.0638, -0.05, 0.0206
Si, 4.1018, 4.1018, 31.8414, 0.0184, -0.0139, -0.009
Si, 9.5708, 4.1018, 31.8414, -0.0222, 0.0147, -0.0347
Si, 1.3673, 6.8362, 31.8414, 0.0425, -0.0354, 0.0134
Si, 6.8362, 6.8362, 31.8414, -0.0499, 0.0695, 0.0267
Si, 4.1018, 9.5708, 31.8414, 0.0068, 0.0242, -0.0287
Si, 9.5708, 9.5708, 31.8414, -0.0367, 0.0325, -0.0035
Si, 2.7345, 0, 0.6835, 0.0278, -0.0348, -0.0106
Si, 8.2035, 0, 0.6835, -0.0373, 0.0264, 0.0145
Si, 0, 2.7345, 0.6835, 0.0183, 0.0569, -0.0056
Si, 5.469, 2.7345, 0.6835, 0.0228, -0.0403, -0.0007
Si, 2.7345, 5.469, 0.6835, -0.0382, 0.0157, 0.0111
Si, 8.2035, 5.469, 0.6835, 0.0292, -0.0375, -0.0158
Si, 0, 8.2035, 0.6835, 0.0353, -0.0321, -0.0041
Si, 5.469, 8.2035, 0.6835, 0.0083, -0.0018, 0.003
Si, 4.1018, 1.3673, 2.0507, -0.0117, 0.0282, 0.0241
Si, 9.5708, 1.3673, 2.0507, 0.0437, -0.0113, 0.008
Si, 1.3673, 4.1018, 2.0507, -0.0692, -0.1031, -0.0082
Si, 6.8362, 4.1018, 2.0507, 0.0448, 0.0913, 0.024
Si, 4.1018, 6.8362, 2.0507, 0.0014, -0.0064, 0.0103
Si, 9.5708, 6.8362, 2.0507, -0.0785, 0.0028, 0.0199
Si, 1.3673, 9.5708, 2.0507, -0.0152, 0.0908, 0.0055
Si, 6.8362, 9.5708, 2.0507, 0.0042, -0.0542, -0.0151
Si, 0, 0, 3.418, 0.3458, 0.2115, -0.3781
Si, 5.469, 0, 3.418, -0.0303, -0.0917, 0.1751
Si, 2.7345, 2.7345, 3.418, -0.2433, -0.0989, -0.2641
Si, 8.2035, 2.7345, 3.418, 0.1084, 0.132, 0.2872
Si, 0, 5.469, 3.418, 0.0277, -0.207, 0.1988
Si, 5.469, 5.469, 3.418, 0.1023, 0.0395, 0.0037
Si, 2.7345, 8.2035, 3.418, 0.1256, -0.0542, 0.3319
Si, 8.2035, 8.2035, 3.418, -0.2904, -0.172, -0.5535
Si, 1.3918, 1.3495, 4.7949, -0.0071, 0.0067, 0.0032
Si, 6.8273, 1.3742, 4.7897, -0.0131, 0.0073, 0.0076
Si, 4.0832, 4.0886, 4.7486, 0.0039, 0.0044, 0.0123
Si, 9.5948, 4.0907, 4.8437, 0.0006, -0.0003, -0.0035
Si, 1.3901, 6.7955, 4.8018, 0.0068, -0.0092, 0.0048
Si, 6.8374, 6.8586, 4.7857, 0.0027, -0.0051, 0.0072
Si, 4.1184, 9.5625, 4.8338, 0.0007, -0.0006, -0.0126
Si, 9.5824, 9.554, 4.6732, 0.0058, -0.0025, 0.0127
Si, 2.7209, -0.0419, 6.2126, 0.0074, 0.0172, -0.0111
Si, 8.2827, -0.0189, 6.0285, -0.0028, 0.005, 0.0032
Si, 0.0825, 2.7183, 6.2247, 0.0107, -0.0205, -0.0222
Si, 5.3517, 2.667, 6.1341, -0.0062, -0.0088, 0.0019
Si, 2.8003, 5.453, 6.1951, -0.0088, -0.0095, -0.0016
Si, 8.1877, 5.4959, 6.1716, -0.0085, 0.0291, -0.0186
Si, -0.0599, 8.1802, 6.0363, -0.0009, -0.0055, 0.0063
Si, 5.5241, 8.2392, 6.2315, -0.0014, -0.0073, -0.0093
Si, 3.887, 1.4473, 7.6394, -0.0072, 0.0129, 0.0346
Si, 9.8654, 1.0236, 7.4075, 0.0088, -0.046, 0.0426
Si, 1.7549, 3.8088, 7.5456, 0.0271, -0.0138, 0.0316
Si, 6.4714, 4.342, 7.3009, -0.0294, 0.0195, 0.0365
Si, 4.3624, 6.6477, 7.5438, 0.0103, -0.0233, 0.0412
Si, 9.3458, 7.124, 7.47, -0.0022, 0.0426, 0.0304
Si, 1.0681, 9.6853, 7.394, -0.0436, 0.0014, 0.0639
Si, 7.2039, 9.4253, 7.4521, 0.042, 0.0007, 0.0462
O, 9.5281, 6.8528, 24.4905, 0.0041, 0.0048, -0.0095
O, 4.1389, 1.3123, 24.5733, -0.0027, 0.0119, -0.0177
O, 8.2534, 8.2565, 8.0027, 0.0041, -0.0026, 0.0129
O, 2.8202, 2.6503, 8.1133, -0.0108, 0.0058, 0.0135
O, 6.7372, 4.0711, 24.8679, 0.0062, 0.0083, -0.0343
O, 1.3558, 9.6153, 24.5536, 0.0018, -0.0003, -0.0123
O, 5.4562, 5.4719, 7.9919, 0.0046, -0.0057, 0.0107
O, 0.0097, -0.1035, 7.9549, 0.0017, -0.0044, 0.0121
O, 7.0829, 3.3703, 8.4828, 0.0302, 0.0214, -0.0044
O, 6.7974, 10.3746, 8.7354, -0.0029, -0.0274, -0.0194
O, 10.1853, 6.584, 8.8024, -0.0081, -0.0089, -0.0113
O, 1.5286, 8.7769, 8.6863, 0.0145, 0.0172, -0.0146
O, 4.4909, 0.5907, 8.9524, -0.0049, 0.0246, -0.0224
O, 1.1784, 4.6316, 8.8779, -0.0135, -0.0096, -0.0059
O, 9.0693, 1.5466, 8.7667, 0.0025, 0.02, -0.0126
O, 3.7512, 7.3386, 8.9288, -0.0131, -0.0038, -0.0087
O, 7.2085, 8.105, 23.7476, 0.0328, 0.0199, 0.0176
O, 8.7381, 3.3291, 23.5037, -0.0157, -0.0049, 0.0088
O, 5.3505, 5.823, 23.553, -0.0082, -0.0227, 0.0097
O, 2.0139, 2.5188, 23.5953, 0.0047, -0.0064, 0.0188
O, 10.8439, 0.8553, 23.873, 0.021, -0.0169, -0.0024
O, 0.8691, 5.5792, 23.7149, -0.012, 0.0197, 0.0135
O, 2.7865, 7.4954, 23.7428, -0.018, 0.0052, 0.012
O, 6.0341, 10.4566, 23.9085, -0.0072, -0.0132, 0.0043
Si, 8.1011, 0.2571, 21.2741, -0.0005, -0.0013, 0.0038
Si, 2.0324, 6.3477, 22.8192, 0.0017, 0.0007, -0.0087
Si, 6.2791, 6.6108, 19.731, -0.0002, -0.0025, -0.0035
Si, 11.8744, -2.0669, 13.6457, -0.0023, 0.0021, 0.0044
Si, 2.7873, -2.7553, 18.3996, -0.0026, -0.0001, -0.0023
Si, 2.5576, -0.5514, 11.7721, -0.0004, 0.0024, -0.0039
Si, -2.1366, -2.984, 13.6323, 0.0001, 0.0018, -0.0004
Si, 0.7836, 1.7693, 22.8086, 0.0004, -0.0101, -0.0046
Si, 2.1831, 6.465, 12.2208, 0.0051, 0.0022, 0.0015
Si, 0.5845, -3.0903, 20.327, -0.002, 0.001, -0.0036
Si, 8.5207, 3.0247, 9.1482, -0.0047, 0.0055, -0.0014
Si, -1.3654, 3.9963, 17.3976, 0.0017, 0.0009, -0.0018
Si, 6.7832, 2.8757, 11.3257, 0.0025, 0.0086, -0.0012
Si, 3.7356, 0.7204, 14.1501, -0.0008, 0.0013, 0.0073
Si, 4.9987, -4.3653, 17.0041, -0.0018, -0.0026, -0.0016
Si, 4.4214, -6.4926, 12.1162, 0.0049, 0.0035, -0.0016
Si, 0.1947, 0.1049, 20.6244, 0.0051, 0.0002, 0.0003
Si, 5.8328, 11.0832, 9.8343, 0.0014, -0.0045, 0.0063
Si, 5.0773, -1.7555, 20.2157, -0.0043, 0.0014, 0.0018
Si, 9.3607, 3.6455, 22.0331, -0.0055, 0.0041, -0.0015
Si, -3.0098, 1.5939, 16.8206, -0.0024, -0.0012, -0.0002
Si, 6.7028, -1.3089, 12.4629, 0.003, -0.0023, -0.002
Si, -1.9768, 4.9277, 14.5097, 0.0042, -0.0029, 0.0024
Si, -0.1664, 12.1892, 17.6432, 0.002, -0.0004, -0.0017
Si, 10.6243, 5.1124, 9.3518, -0.0079, -0.0064, -0.0009
Si, 6.6202, 2.7225, 21.2089, -0.0021, -0.0042, -0.0003
Si, 6.5351, 9.3219, 22.8799, 0.0003, 0.0046, 0.0028
Si, 6.279, -2.9304, 14.7405, -0.0019, 0.0028, 0.0055
Si, 0.0315, -6.674, 12.32, -0.0047, -0.0045, 0.0024
Si, 2.5537, 8.1037, 9.7416, -0.001, 0.0016, -0.0031
Si, 1.9955, -0.5546, 16.2347, 0.0022, 0.0013, 0.0026
Si, 2.246, 2.2672, 12.1157, -0.0038, -0.003, -0.0003
Si, 4.8053, 5.195, 22.1448, -0.0009, -0.0057, -0.002
Si, -1.6297, -5.1224, 20.0655, 0.0025, 0.0006, -0.0024
Si, 16.8069, 5.1025, 14.606, -0.0021, -0.0065, 0.0058
Si, 6.3095, 0.8065, 19.1005, -0.0041, 0.0018, -0.0066
Si, 6.8384, 1.3218, 13.8886, 0.0042, 0.0014, 0.0035
O, 5.583, -3.0342, 16.2105, 0.0037, -0.0303, -0.0157
O, 2.353, -9.9916, 11.1472, 0.0097, -0.0034, 0.0355
O, 9.2741, 0.7384, 17.2044, 0.0075, 0.0335, 0.0006
O, -3.2178, 6.0733, 20.1562, -0.0041, 0.0084, -0.0085
O, 5.7537, 4.159, 11.1899, 0.0072, -0.0283, 0.0215
O, 1.3224, 0.7927, 21.6014, -0.0324, 0.0037, 0.0105
O, 1.7688, 7.0489, 10.7334, 0.0225, 0.0118, 0.0071
O, -1.2867, -5.9642, 18.7004, -0.0091, -0.0015, 0.0032
O, 14.5724, -0.4338, 12.9929, -0.0191, 0.0178, -0.0004
O, 5.2679, 1.2123, 14.2897, 0.0105, -0.0068, -0.0149
O, 1.3982, -3.3798, 18.9442, 0.0073, 0.0166, 0.0156
O, 3.6353, -2.3388, 19.7415, 0.0166, -0.0069, -0.0173
O, 3.3097, 0.1741, 15.6124, -0.0198, -0.0042, -0.0177
O, -0.1448, 2.8927, 17.5092, -0.028, -0.0153, 0.0021
O, 6.5608, 0.9852, 17.502, 0.0216, 0.0157, 0.015
O, 3.3101, 3.3793, 11.5975, -0.0053, -0.0024, 0.0177
O, 6.2709, 1.5456, 10.5326, 0.0015, 0.0004, 0.0184
O, 0.4608, -1.4907, 20.5863, -0.0016, -0.0002, -0.0015
O, 5.0373, 5.283, 16.0049, 0.0141, 0.0253, -0.0153
O, 7.3993, 0.0396, 13.0591, -0.0244, -0.0058, -0.0001
O, 5.1619, -0.2622, 19.5484, 0.0248, -0.004, 0.0069
O, 5.2066, 6.1072, 20.8561, 0.0093, -0.0042, 0.0039
O, 7.0665, 1.336, 22.0111, -0.0061, -0.0164, -0.0331
O, 8.2716, 3.2, 10.7422, -0.0058, -0.005, -0.0164
O, 3.7321, -5.0034, 12.0521, -0.0235, -0.0148, 0.0081
O, 0.2179, 0.7704, 19.1485, -0.0098, -0.0032, 0.0074
O, -2.7684, 3.1311, 17.3553, 0.0284, -0.0177, -0.0095
O, 0.7164, 2.8109, 12.0231, 0.0172, 0.019, 0.0021
O, -0.6488, -2.3774, 13.6558, -0.0085, 0.0006, -0.0004
O, 12.0639, -1.002, 12.4194, 0.0313, -0.0073, 0.0077
O, 7.0138, 2.5838, 12.8943, -0.0091, -0.0112, -0.0044
O, 16.9972, 6.5867, 13.9601, -0.0045, -0.0035, 0.0239
O, -1.24, 0.4619, 21.3355, 0.0215, -0.0006, -0.0148
O, 5.9613, 2.2631, 19.7797, 0.0234, -0.027, 0.0208
O, -1.0983, 3.9967, 13.4735, 0.0102, 0.0038, -0.001
O, 2.4901, 9.5036, 17.5046, -0.0044, -0.0144, -0.0025
O, 5.705, -1.8445, 13.669, 0.0324, 0.0059, -0.0062
O, -2.8036, 3.3295, 20.9589, -0.0062, -0.0042, 0.0049
O, 5.262, -1.85, 21.8531, 0.0198, 0.0049, -0.0108
O, 2.6811, 1.8873, 13.6587, 0.0103, -0.0127, -0.0238
O, 3.1244, 9.3222, 10.6783, -0.0257, -0.0052, 0.0046
O, 5.877, -0.9585, 11.0841, 0.0186, 0.0147, 0.013
O, 7.8158, 9.7816, 21.9915, -0.0274, 0.0183, -0.0108
O, 1.3083, -1.5117, 15.118, 0.011, 0.0118, 0.0012
O, 7.7364, 1.5417, 15.2137, -0.0142, -0.0042, 0.0048
O, 5.5239, 3.7059, 21.9362, 0.004, 0.0205, -0.0029
O, 1.9783, -3.3013, 13.3417, -0.0074, 0.0069, -0.0215
O, 3.5225, -3.9285, 17.5296, 0.0163, 0.0169, 0.0167
O, -3.0078, -2.4278, 12.326, -0.0101, 0.0127, 0.0417
O, 7.3889, 4.5076, 14.768, -0.001, 0.0211, -0.0127
O, 7.7312, 11.1882, 19.6897, -0.0302, 0.0096, 0.0278
O, 5.9053, -4.8752, 18.2521, -0.0106, 0.0194, 0.0205
O, 1.3222, 7.1012, 21.5682, -0.0011, -0.0059, 0.0032
O, 9.6026, 4.0894, 8.59, -0.0051, -0.0052, 0.0442
O, 9.6682, 4.8719, 15.9999, -0.0146, -0.0223, 0.0028
O, -1.1627, -5.8118, 21.4816, 0.0019, 0.0132, -0.0112
O, -3.0535, -2.6063, 14.953, -0.0203, -0.0106, -0.0337
O, 9.0149, 6.3456, 13.709, -0.0116, 0.0062, 0.0149
O, -0.5291, 4.9696, 10.9524, 0.0186, -0.0096, -0.0178
O, -0.9023, -3.6744, 20.0544, 0.0122, -0.0095, 0.0075
O, 6.2667, 8.2401, 19.6121, -0.0199, -0.0077, 0.0161
O, 3.1586, 5.2578, 22.2826, -0.0033, 0.0271, 0.0122
O, 1.233, 5.2694, 12.789, 0.0035, -0.0107, -0.0107
O, 11.8782, 0.6008, 16.6573, 0.0004, -0.0114, 0.0084
O, -0.1476, 2.8745, 22.0532, 0.0142, -0.0214, 0.0158
O, 4.8896, -6.7279, 13.6666, 0.0077, 0.0156, -0.0174

Results
free energy: -135752.408 eV
free energy less fixed offsets of O -569.03, Si -635.61 eV per atom: -3.578 eV

The program warned: the cutoff lies below the one the program advises for these potential files; the exchange-correlation potential is rough where the density is thin.
